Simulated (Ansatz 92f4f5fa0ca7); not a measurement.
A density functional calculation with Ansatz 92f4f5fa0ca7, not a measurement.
Periodic cell of 181 atoms, Si99O82, from a study of silicon, its oxide and their interface. The atomic structure is a simulated model.

Settings
functional: r2SCAN
potential files: Ansatz norm-conserving
basis: plane waves
wave-function cutoff: 1300 eV
density cutoff ratio: 4
exchange-correlation grid ratio: 1
k mesh: 2 x 2 x 1, shifted by 0.5 0.5 0.5 of a step
self-consistency stop: 5e-08 eV per atom in the density residual
occupations: Fermi-Dirac, 0.05 eV
spin: none
net charge: 0

Cell vectors (angstrom)
a, 11.5403, 0, 0
b, 0, 11.5403, 0
c, -3.5614, 4.1344, 24.9221

Atoms and the computed forces on them: element, x, y, z (angstrom), force x, y, z (eV/angstrom)
Si, 1.4499, -1.1831, 1.1081, -0.0098, -0.1311, -0.2654
Si, -0.07, 3.1828, 2.1112, 0.0115, 0.0177, 0.0703
Si, 0.201, 6.3282, -2.5527, -0.2998, -0.0923, -0.5639
Si, 4.3432, 1.569, -1.6249, 0.4701, 0.3179, -0.2333
Si, 4.0921, 3.2556, 0.2936, -0.0866, 0.5765, 0.2198
Si, 3.6763, 5.7418, 0.36, -0.0303, 0.2596, 0.1411
Si, 8.3527, -0.7935, 0.3569, 0.1666, -0.049, -0.8093
Si, 8.5422, 3.4923, -0.3918, -0.6351, -0.1366, -0.4879
Si, 8.3973, 7.6641, 0.636, 0.4273, 0.1353, -0.0443
Si, 1.0548, 8.4787, -0.1912, -0.1843, 0.268, -0.1477
Si, 2.3899, 2.8838, 2.0512, -0.1396, -0.4062, -0.0825
Si, 2.2801, 6.8028, -1.288, 0.2892, 0.2809, -0.1356
Si, 6.3138, -0.57, 1.6437, -0.3262, -0.3432, -0.1546
Si, 6.1418, 3.1853, 1.6585, 0.4187, -0.1512, -0.2758
Si, 6.3194, 7.072, 1.5549, -0.7103, -0.2125, -0.3206
Si, 10.5991, -0.5393, 1.6031, 0.0597, 0.1278, 0.2088
Si, 10.8157, 3.6604, 0.028, 0.3504, 0.1839, -0.0264
Si, 10.3898, 7.3428, 1.9022, 0.3171, 0.681, 0.4116
Si, 2.5946, 1.0033, 3.516, 0.1213, -0.1165, 0.073
Si, 2.6955, 4.9772, 3.0987, 0.2494, 0.5376, -0.3164
Si, 2.4121, 10.102, 3.2811, -0.0114, 0.1259, 0.0766
Si, 6.2997, 1.2897, 3.0789, 0.0071, 0.1529, 0.3546
Si, 6.5487, 5.19, 2.9223, -0.0341, -0.0769, -0.098
Si, 6.2206, 9.035, 2.9847, 0.1439, -0.0556, 0.3501
Si, 10.5008, 1.2834, 3.1159, -0.0098, -0.0247, 0.0008
Si, 10.5631, 5.27, 3.0044, 0.0056, -0.0126, 0.017
Si, 10.3342, 9.2952, 3.2371, 0.2147, -0.414, 0.2585
Si, 0.6829, 1.4143, 4.7525, -0.0812, 0.0408, 0.1142
Si, 0.7977, 5.43, 4.453, -0.0578, 0.0627, 0.0081
Si, 0.7022, 9.3621, 4.7552, -0.1706, -0.1097, 0.0463
Si, 4.5524, 1.2841, 4.7351, -0.0778, 0.183, 0.1299
Si, 4.6741, 5.213, 4.329, -0.1496, -0.0294, 0.1425
Si, 4.3524, 9.2079, 4.4987, 0.0546, -0.0313, -0.0719
Si, 8.3893, 1.3027, 4.2697, 0.0546, -0.1609, -0.0458
Si, 8.5295, 5.2499, 4.2235, 0.0524, -0.0632, -0.0306
Si, 8.2583, 9.0829, 4.3091, 0.0375, 0.0526, -0.1746
Si, 0.7072, -0.3386, 6.2488, 0.2101, 0.0682, 0.2047
Si, 0.6521, 3.5301, 5.8141, -0.0842, -0.1787, 0.0542
Si, 0.7965, 7.2176, 5.9715, 0.0565, 0.1997, -0.1133
Si, 4.5268, -0.6018, 6.2069, -0.2584, 0.1461, 0.0433
Si, 4.5386, 3.3975, 5.8254, -0.0936, -0.0899, -0.0539
Si, 4.4708, 7.1086, 5.7176, -0.069, 0.0978, 0.0059
Si, 8.314, -0.6337, 5.772, 0.0829, 0.001, -0.1195
Si, 8.4315, 3.2959, 5.4797, -0.1586, 0.1173, -0.11
Si, 8.4899, 7.1845, 5.6581, -0.1215, 0.0078, 0.0853
Si, 2.6072, -0.331, 7.7863, -0.0084, -0.1565, -0.5934
Si, 2.5657, 4.1368, 6.9907, 0.2184, 0.1034, -0.2102
Si, 2.7016, 6.5648, 7.2438, 0.1036, -0.0748, -0.0529
Si, 6.5552, -0.7166, 7.392, 0.0481, -0.0201, -0.0264
Si, 6.5952, 3.2481, 6.9166, 0.0328, 0.0889, -0.0636
Si, 6.5002, 7.0768, 6.9311, 0.0191, -0.0828, -0.2928
Si, 10.1898, -0.593, 7.2531, -0.1545, -0.0372, 0.143
Si, 10.172, 3.4024, 7.0304, -0.0364, -0.0466, -0.0989
Si, 10.3214, 7.1548, 7.2704, -0.0685, 0.0918, -0.1423
Si, 2.8002, 1.3181, 9.6804, 0.3819, 0.4628, 0.2553
Si, 2.6214, 3.6679, 9.214, -0.1486, 0.3303, 0.0649
Si, 2.7217, 7.4105, 9.5736, -0.0161, 0.1563, -0.1991
Si, 7.2566, 1.3829, 8.2029, -0.639, 0.2896, 0.3094
Si, 5.4771, 5.0661, 9.9932, 0.2012, -0.2013, 0.2023
Si, 6.5081, 8.712, 8.5939, 0.7001, 0.0866, -0.2375
Si, 9.5994, 1.4494, 8.1957, 0.7055, 0.094, 0.3082
Si, 9.4503, 5.1911, 8.4044, 0.0592, -0.3288, 0.7284
Si, 10.8385, 9.0866, 8.6162, -0.4386, 0.2732, 0.3227
Si, 1.5483, -0.0185, 11.2441, -0.2629, -0.3093, 0.8539
Si, 1.589, 5.7234, 11.0552, -0.1466, -0.0814, 0.1707
Si, 1.6269, 9.4503, 9.1179, 0.4857, -0.533, 0.6871
Si, 5.7116, 2.2433, 10.8052, 0.5811, -0.2572, 0.3764
Si, 7.0218, 5.1546, 8.1927, -0.2463, -0.0017, 0.1224
Si, 5.039, 8.0684, 10.3098, -0.0802, 0.2092, 0.842
Si, 10.2586, 1.164, 11.1933, -0.2414, 0.152, 0.2564
Si, 10.0314, 5.5568, 11.447, -0.2269, -0.1946, 0.2764
Si, 8.8731, 8.3336, 10.7372, -0.0068, 0.2455, 0.1859
Si, 3.0159, 2.6436, 15.6499, 0.1524, -0.0999, 0.221
Si, 5.5435, 8.84, 15.1734, 0.2613, -0.0592, -0.1462
Si, 6.7951, 9.5852, 12.5522, 0.2307, 0.35, 0.6635
Si, 4.4988, 1.9097, 18.2806, 0.0055, 0.0038, -0.0511
Si, -1.9308, 3.1374, 13.3044, -0.1505, -0.1334, 0.4497
Si, 2.7527, 9.3109, 15.7693, -0.0499, 0.0709, -0.0244
Si, 11.9511, 2.6662, 14.719, -0.5434, 0.0002, 0.0992
Si, 8.4977, 1.6481, 21.7717, -0.2136, 0.1246, -0.1225
Si, 0.8121, 5.0547, 18.8657, 0.0235, -0.1055, -0.1989
Si, 5.5136, 8.0715, 19.2113, -0.037, 0.1364, -0.1141
Si, 5.4618, 6.5635, 21.7226, -0.0305, -0.0625, -0.3849
Si, 1.8731, 0.2369, 14.3088, -0.162, 0.0782, 0.1786
Si, 4.9063, 10.4065, 17.5182, 0.1131, 0.1051, 0.0914
Si, -0.6501, 5.8651, 21.2951, -0.5312, 0.2697, -0.7724
Si, 2.338, 2.7208, 20.3757, 0.1531, -0.0452, -0.311
Si, 0.3047, 3.7763, 24.4107, -0.344, -0.4303, 0.1971
Si, 7.1117, 3.2038, 19.6398, -0.092, -0.1042, -0.0942
Si, -0.0891, 1.6569, 22.0153, -0.0544, -0.0937, -0.4702
Si, 3.6606, 4.4919, 22.4823, 0.1349, -0.1717, -0.3816
Si, -1.9437, 4.3688, 19.0724, 0.084, -0.0702, -0.2553
Si, 5.8876, 10.2755, 24.234, -0.0351, 0.0678, -0.9171
Si, -3.176, 7.4669, 22.1921, -0.0632, 0.0258, -0.4303
Si, 5.0475, 6.4136, 16.9137, 0.0792, -0.0372, -0.1327
Si, 7.2598, 5.8418, 18.558, 0.155, 0.0257, -0.1483
Si, 2.2326, 4.6208, 13.7829, -0.2328, -0.089, 0.0894
Si, 7.615, 0.9899, 12.6363, -0.0584, -0.0073, 0.2469
Si, 2.1604, 6.3147, 16.2519, 0.0362, -0.0216, 0.0604
O, 5.0517, 6.6945, 0.4812, 0.085, -0.0929, 0.4837
O, 0.0655, 7.6791, 0.828, -0.5326, -0.2323, -0.1471
O, 1.4368, 3.4093, 25.5318, 0.3194, 0.2612, 0.1296
O, -1.1693, 3.9858, 25.1145, 0.2463, -0.2665, 0.1904
O, 7.4689, 2.8959, 0.663, -0.1304, 0.2445, 0.163
O, 2.7641, 6.0185, 1.7536, 0.4227, -0.7999, -0.1384
O, 4.3139, 1.5532, 10.3745, -0.2043, -0.0667, -0.0981
O, 3.9553, 4.6232, 9.5416, 0.2343, -0.2297, 0.1518
O, 1.4273, 4.3892, 10.096, 0.4188, 0.0708, 0.0425
O, 6.8184, 1.7777, 9.7277, -0.1137, 0.062, 0.1078
O, -0.076, 0.119, 11.4014, 0.2595, 0.1307, -0.2219
O, 7.8959, 8.3067, 9.4377, -0.1009, -0.0126, 0.0657
O, 10.306, 1.6769, 9.6727, -0.2515, -0.1413, -0.1076
O, 9.839, 4.8406, 9.9967, -0.0181, 0.2135, -0.4134
O, 11.6023, 5.9909, 11.6111, 0.171, -0.1342, -0.0821
O, 10.2479, 8.9905, 10.1789, 0.0352, -0.1551, -0.3836
O, 2.5492, 5.3638, 12.368, -0.2073, 0.0196, -0.2287
O, -3.1545, 7.3747, 23.8157, -0.2924, 0.1045, 0.2561
O, -3.3885, 8.9927, 21.6703, -0.1106, -0.2307, 0.2795
O, 10.7349, 5.3258, -0.0136, -0.2737, -0.2474, -0.228
O, -1.5301, 2.141, 21.4118, 0.0113, -0.2402, 0.3088
O, 1.3803, 5.8273, 17.5766, 0.0513, -0.033, -0.0768
O, 0.2742, 2.5531, 23.3224, -0.0139, 0.0895, 0.2063
O, 4.9183, 11.9717, 17.8178, -0.0758, -0.0399, -0.0053
O, 8.3441, 2.7104, -1.7768, 0.0438, 0.0246, 0.1195
O, 8.2048, 5.062, -0.7766, 0.4744, -0.3773, 0.2155
O, -1.1438, 3.1578, 14.7548, 0.4014, -0.1193, -0.4136
O, 1.0791, 3.5046, 13.4783, 0.2458, 0.0747, 0.19
O, 4.7052, 5.1575, 21.3933, -0.1592, 0.141, 0.3545
O, 8.4391, 9.1578, -0.057, -0.1129, 0.3472, 0.2245
O, 0.3475, 6.1607, 20.0014, -0.0681, -0.386, 0.265
O, 1.6219, 5.6981, 14.8503, 0.2276, -0.1317, -0.0226
O, 7.0923, 6.5301, 21.7727, -0.0095, 0.2478, 0.1688
O, 0.4612, 1.0556, 14.4589, 0.4198, 0.0987, -0.0255
O, 1.7613, 9.9997, 10.703, -0.1154, 0.3078, -0.456
O, 5.5808, 9.184, 11.5024, -0.2417, -0.593, -0.4768
O, 5.5198, 6.5252, 10.7483, -0.1438, 0.214, -0.1729
O, 2.2113, 0.0547, 12.7377, -0.08, 0.0268, -0.1987
O, 8.7739, 0.5851, 11.5472, 0.1096, 0.1688, -0.0726
O, 6.215, 1.664, 12.2125, -0.1376, 0.0927, -0.5694
O, -3.236, 2.1682, 13.5697, 0.1828, -0.06, -0.3852
O, 7.0315, 11.1006, 13.1497, -0.0234, -0.1956, -0.2935
O, 8.0419, -0.0377, -1.0851, -0.0638, -0.1187, 0.368
O, 1.8985, 4.0446, 19.5245, -0.1119, -0.0821, 0.1962
O, 9.4297, 4.6428, 12.6911, 0.2822, 0.0838, -0.405
O, 8.2257, 9.2304, 11.9039, -0.1897, -0.1872, -0.3021
O, 9.1324, 6.8994, 11.4287, 0.0321, 0.0568, -0.3386
O, 5.7331, 7.3874, 15.8368, -0.2461, 0.1205, 0.1537
O, 6.9946, 7.403, 18.9576, -0.2689, -0.1946, 0.0147
O, 5.4375, 9.6467, 18.8648, -0.0741, -0.264, -0.183
O, 6.5337, 8.7741, 13.9215, -0.2086, 0.0965, -0.1995
O, 1.411, 2.9413, 16.0061, 0.2037, -0.0865, -0.4161
O, 5.887, 10.017, 16.2628, -0.4055, -0.2579, 0.0123
O, 3.0556, 1.1294, 15.0197, -0.2184, 0.0919, -0.0774
O, 3.1447, 3.1457, 21.7154, -0.1344, 0.3286, 0.2323
O, 1.724, 10.3498, 15.0695, 0.2832, 0.0471, -0.0531
O, 5.8336, 3.8554, 11.0213, -0.2604, -0.1193, -0.2302
O, 1.0441, 1.8468, 20.8507, -0.1087, 0.1037, 0.3537
O, 6.2637, 5.4152, 17.3239, -0.0486, 0.3244, 0.2871
O, -1.0154, 2.4072, 12.1851, -0.0817, -0.1346, -0.0899
O, 5.8638, 2.5681, 18.8449, 0.0489, 0.0616, 0.1188
O, 4.5204, 7.2631, 18.205, 0.2727, 0.0237, -0.0119
O, 3.9444, 2.7196, 16.9706, -0.1161, -0.0867, -0.0754
O, 8.582, 3.089, 18.8878, -0.0891, 0.3825, 0.3146
O, 3.4378, 3.7456, 14.4976, -0.327, 0.0688, -0.0224
O, 3.3029, 7.5115, -2.4357, -0.1424, 0.0364, 0.1871
O, 3.3883, 9.9494, 17.1308, 0.148, -0.079, -0.2222
O, 2.014, 7.9265, 16.1504, 0.1944, -0.0381, -0.052
O, 5.0389, 7.775, 20.7194, 0.2387, -0.278, 0.1418
O, 8.8503, 5.6278, 18.2971, -0.2145, -0.2767, 0.3725
O, 7.3194, 2.5383, 21.0984, 0.2605, -0.0709, -0.1004
O, 0.2809, -2.4054, -1.5338, 0.1082, -0.1804, 0.1369
O, -1.7242, 7.0541, 21.6142, -0.0474, -0.1312, 0.2142
O, 3.6978, 5.7623, 16.3452, -0.1345, 0.1876, 0.0055
O, -1.3718, 6.6088, -2.0753, 0.3075, -0.1068, 0.2674
O, 3.3264, 1.8527, 19.4096, -0.0158, 0.2313, 0.0628
O, 0.3946, 7.5061, -3.6735, 0.1464, 0.1465, 0.3499
O, -0.4862, 4.1667, 18.3957, -0.0192, 0.2732, 0.3073
O, -1.6719, 4.7099, 20.6655, 0.326, 0.174, -0.0156
O, 6.8494, 4.808, 19.7524, 0.1511, -0.0356, -0.1709
O, 3.9835, 9.0352, 14.7218, 0.0046, 0.0108, 0.294
O, 2.3598, 5.4389, 22.8065, -0.0733, -0.0168, 0.0098

Results
free energy: -49698.650 eV
free energy less fixed offsets of O -463.61, Si -117.95 eV per atom: -5.580 eV
pressure: -1.93 GPa
stress xx, yy, zz, yz, xz, xy (GPa, positive in tension): 3.25, 1.15, 1.38, -0.09, 0.08, 0.7
